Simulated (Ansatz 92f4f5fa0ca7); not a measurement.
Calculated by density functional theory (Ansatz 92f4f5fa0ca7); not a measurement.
Periodic cell of 215 atoms, Si133O82, from a study of silicon, its oxide and their interface. The atomic structure is a simulated model.
Doubt: the cutoff is far below the 930 eV that the study's wrapper takes by default for these files, so forces and energies are approximate.
This geometry differs little from another in the collection (a relaxation step or a small displacement).

Settings: functional PBE; potential files Ansatz PAW; basis plane waves; wave-function cutoff 580 eV; density cutoff ratio 5; exchange-correlation grid ratio 1; k mesh 1 x 1 x 1, Gamma-centred; self-consistency stop 5e-08 eV per atom in the density residual; occupations fixed; spin none; net charge 0.

Cell vectors (angstrom)
a 10.938 0 0
b 0 10.938 0
c 0 0 31.385

Atoms: element, x, y, z (angstrom)
Si 0.5624 -0.47 24.0063
Si 5.1291 0.5217 24.0429
Si 3.1837 2.0663 24.0024
Si 7.926 3.2551 23.9877
Si -0.457 5.7902 24.0928
Si 5.9753 4.7802 23.8912
Si 2.1152 8.5564 23.998
Si 8.6882 7.5621 23.8156
Si 1.4468 1.2359 25.3709
Si 6.8943 1.461 25.2609
Si 4.1214 3.9759 25.1389
Si 9.5177 4.1515 25.4479
Si 1.2853 6.8295 25.3314
Si 6.856 6.7059 25.093
Si 4.0973 9.5315 25.0564
Si 9.5796 9.4712 25.0448
Si 2.8323 -0.1083 26.6547
Si 8.2403 -0.0412 26.508
Si 0.0304 2.7013 26.6092
Si 5.48 2.7435 26.647
Si 2.7666 5.4261 26.5389
Si 8.1393 5.5135 26.6941
Si -0.0546 8.2293 26.6376
Si 5.4863 8.1629 26.4675
Si 4.1018 1.3673 27.9668
Si 9.5708 1.3673 27.9668
Si 1.3673 4.1018 27.9668
Si 6.8362 4.1018 27.9668
Si 4.1018 6.8362 27.9668
Si 9.5708 6.8362 27.9668
Si 1.3673 9.5708 27.9668
Si 6.8362 9.5708 27.9668
Si 0 0 29.334
Si 5.469 0 29.334
Si 2.7345 2.7345 29.334
Si 8.2035 2.7345 29.334
Si 0 5.469 29.334
Si 5.469 5.469 29.334
Si 2.7345 8.2035 29.334
Si 8.2035 8.2035 29.334
Si 1.3673 1.3673 30.7013
Si 6.8362 1.3673 30.7013
Si 4.1018 4.1018 30.7013
Si 9.5708 4.1018 30.7013
Si 1.3673 6.8362 30.7013
Si 6.8362 6.8362 30.7013
Si 4.1018 9.5708 30.7013
Si 9.5708 9.5708 30.7013
Si 2.7345 0 0.6835
Si 8.2035 0 0.6835
Si 0 2.7345 0.6835
Si 5.469 2.7345 0.6835
Si 2.7345 5.469 0.6835
Si 8.2035 5.469 0.6835
Si 0 8.2035 0.6835
Si 5.469 8.2035 0.6835
Si 4.1018 1.3673 2.0507
Si 9.5708 1.3673 2.0507
Si 1.3673 4.1018 2.0507
Si 6.8362 4.1018 2.0507
Si 4.1018 6.8362 2.0507
Si 9.5708 6.8362 2.0507
Si 1.3673 9.5708 2.0507
Si 6.8362 9.5708 2.0507
Si 0 0 3.418
Si 5.469 0 3.418
Si 2.7345 2.7345 3.418
Si 8.2035 2.7345 3.418
Si 0 5.469 3.418
Si 5.469 5.469 3.418
Si 2.7345 8.2035 3.418
Si 8.2035 8.2035 3.418
Si 1.3614 1.4183 4.7296
Si 6.8268 1.3824 4.917
Si 4.0842 4.102 4.7286
Si 9.5225 4.1303 4.8671
Si 1.3633 6.8255 4.7839
Si 6.8339 6.8502 4.7406
Si 4.1613 9.5876 4.8421
Si 9.5164 9.6196 4.7305
Si 2.7813 0.1207 6.0953
Si 8.2857 0.0009 6.3046
Si 0.0802 2.8124 6.1845
Si 5.3696 2.8196 6.2322
Si 2.7692 5.4775 6.1177
Si 8.0559 5.4881 6.2213
Si -0.0663 8.2134 6.0184
Si 5.6465 8.2749 6.201
Si 3.4962 1.9658 7.4431
Si 10.2769 0.8962 7.306
Si 1.853 3.7516 7.473
Si 6.1313 4.6888 7.4929
Si 4.4584 6.5986 7.2959
Si 9.1638 7.2536 7.3175
Si 0.9437 10.0394 7.0611
Si 7.5009 9.0711 7.5979
O 6.259 4.0966 9.0538
O 7.2857 9.4071 9.2478
O 8.5666 15.6205 10.0504
O 1.2162 9.8242 8.6991
O 3.5729 1.6916 9.0813
O 1.5527 4.1014 9.0836
O 10.5562 1.009 8.9888
O 3.6586 7.4688 8.4934
O 8.2141 7.841 22.2257
O 8.7831 3.1444 22.5266
O 5.4419 4.8023 22.3057
O 2.5154 2.1248 22.4618
O 11.4246 11.1731 22.4836
O 0.0134 4.8324 22.7911
O 1.9804 7.6849 22.5572
O 6.0064 0.4141 22.6173
Si 15.1228 12.3769 10.5574
Si 1.3123 1.9539 14.5799
Si 3.4692 7.4533 10.1077
Si 1.6352 6.3114 18.4778
Si -1.6984 17.066 14.6629
Si 1.1115 7.1211 15.6267
Si 7.1759 12.1182 14.3857
Si 10.1261 3.7987 21.8114
Si 5.5529 6.6647 11.9753
Si 1.6072 2.2746 17.5578
Si 7.0434 4.2676 10.4768
Si 12.7516 9.8843 14.6642
Si -1.1194 5.1086 19.0048
Si 3.1088 14.2822 12.6844
Si 2.6524 7.6498 21.074
Si 2.3457 10.0327 11.5852
Si 7.2553 11.6917 18.5621
Si 5.9563 -0.1814 21.1124
Si 8.2798 7.745 12.3453
Si 11.1013 -0.3777 9.7115
Si 5.4067 13.1635 16.81
Si -1.4105 3.0605 14.4892
Si 7.1679 7.9553 20.9718
Si -5.7959 5.5896 20.9121
Si 3.189 10.8559 17.0853
Si 9.5914 5.9397 10.1172
Si -1.3819 2.5449 17.6761
Si 12.2146 12.3484 21.6438
Si 3.8645 4.1991 18.3928
Si -4.5153 6.9399 16.0011
Si 6.9251 12.293 11.4318
Si 8.0861 7.6222 18.1797
Si 8.3208 9.9319 10.424
Si 3.1883 10.563 20.0091
Si 1.5617 4.9187 10.5027
Si 7.3347 9.6445 16.3195
Si 3.8772 5.8777 14.373
O 8.1976 0.5804 10.7736
O 4.2834 22.931 16.6983
O 5.7358 1.0247 10.3729
O 8.9613 14.8763 18.259
O 1.659 7.1605 19.8745
O 3.9037 6.622 21.1097
O -4.168 7.3515 12.793
O 3.4768 11.1266 11.2758
O 7.8182 6.273 15.4495
O 11.8048 8.5963 14.9773
O 13.644 6.0681 10.4751
O 0.1414 2.4419 18.21
O 0.4718 5.1737 18.613
O 6.3008 19.4929 15.6431
O -2.3989 8.7158 17.0023
O 4.2939 17.602 13.0083
O 2.7177 3.0152 18.5184
O 1.8004 11.6048 17.4667
O 4.7873 4.4874 19.7321
O 13.9568 9.8863 15.7878
O 1.3547 7.3145 17.2289
O 6.4552 11.7989 12.9442
O -2.1503 7.0252 10.9983
O 11.122 2.5919 21.2923
O 0.0464 13.6313 13.8874
O 1.8978 4.0269 11.8275
O 9.8864 6.6028 8.6688
O 6.0587 9.1255 21.2609
O 9.2885 7.3221 13.5436
O 9.8065 -1.3528 9.8616
O 0.8981 10.6938 11.161
O 8.1826 9.3047 11.9311
O 4.5587 0.3566 20.4789
O 2.4207 -4.5585 14.938
O -4.6396 2.0093 18.1607
O 6.4658 6.5144 20.6338
O -1.2906 4.7744 20.5874
O 7.2202 13.8785 11.3788
O 5.0861 6.149 15.4762
O 1.6561 13.6951 15.9826
O 3.0622 5.593 18.1238
O -0.2798 6.2618 15.47
O 2.4013 9.6888 13.1681
O 2.5531 2.0719 13.5405
O -3.2548 10.7513 15.1634
O -2.1592 12.1449 18.1921
O 11.9288 11.2963 14.7744
O 3.7681 15.2621 13.8339
O 3.4804 10.0569 18.47
O 3.0589 9.2025 20.8642
O 6.2735 2.1019 15.4194
O 11.0134 -5.4075 10.7746
O -1.434 2.7083 16.0724
O 7.1524 11.335 20.1501
O 6.6751 6.9203 17.6425
O -2.4982 12.9892 13.8538
O -1.7055 17.4618 18.4792
O 7.9197 8.4088 19.5967
O -6.7999 13.6898 11.555
O 2.615 8.6717 10.7397
O 6.1612 5.258 11.4286
O 4.7624 3.7151 17.0909
O 9.1936 4.6007 14.0827
O 15.9374 7.4994 10.6966
O 6.736 -0.4901 17.6201
O 1.9369 11.5883 20.3277

Results
free energy: -131182.643 eV
free energy less fixed offsets of O -568.88, Si -635.61 eV per atom: 1.647 eV

Forces (eV/angstrom), in the order of the atoms: element, x, y, z
Si -0.0034 -0.0077 0.0022
Si 0.0129 -0.0024 -0.0034
Si -0.0005 0.0022 0.0023
Si -0.0106 0.0064 0.0049
Si -0.0005 0.0077 0.0062
Si 0.0015 0.0046 -0.0018
Si 0.0041 -0.0162 -0.0104
Si 0.0025 -0.004 0.0049
Si 0.0015 0.0017 -0.0031
Si -0.0142 -0.0039 0.0003
Si 0.0058 -0.0045 -0.007
Si -0.0069 0.0086 -0.0006
Si 0.0008 0.0106 -0.0119
Si -0.002 -0.0072 -0.0092
Si -0.0122 0.0051 -0.0116
Si 0.0091 -0.004 -0.0019
Si -0.0011 -0.0011 0.0123
Si -0.0031 0.0034 -0.0032
Si 0.0035 -0.0059 0.0037
Si 0.0129 0.0031 -0.0024
Si -0.0017 0.0038 -0.0001
Si 0.0004 -0.009 0.0118
Si -0.0014 0.0014 -0.0001
Si 0.0061 0.0017 0.0059
Si 0.3063 -0.2362 0.3183
Si 0.0183 -0.3715 -0.3205
Si 0.235 -0.0366 -0.215
Si -0.3626 0.1378 0.7122
Si 0.1607 -0.0665 -0.6505
Si -0.2805 0.3075 0.5605
Si -0.0026 -0.2033 0.3269
Si -0.0041 -0.1664 -0.7879
Si 0.0667 0.0416 0.0143
Si -0.0474 0.1285 0.0174
Si -0.0369 -0.0266 0.0133
Si -0.1053 0.0055 -0.0348
Si -0.0239 0.0687 -0.0311
Si 0.0509 -0.0717 0.0727
Si -0.1851 -0.0386 -0.0165
Si 0.066 -0.0941 0.0724
Si -0.0262 -0.0116 0.0026
Si 0.0678 -0.0609 -0.0036
Si 0.0059 0.0507 0.0048
Si 0.0486 -0.0457 -0.0433
Si 0.1038 -0.0286 -0.0159
Si -0.0692 0.0607 0.0136
Si 0.0388 -0.0591 -0.0319
Si -0.0242 0.0432 -0.0021
Si 0.0266 -0.0006 0.0022
Si 0.0067 0.0386 0.031
Si -0.0095 0.0588 0.0271
Si -0.0025 -0.0385 -0.0047
Si -0.1357 0.0175 0.0366
Si 0.018 -0.0015 -0.0016
Si -0.0042 -0.0577 -0.0059
Si -0.0422 0.042 0.0286
Si -0.001 0.0713 -0.0004
Si 0.059 -0.0534 -0.0239
Si 0.0299 -0.0792 -0.032
Si -0.0164 0.0332 0.016
Si 0.053 -0.0288 -0.0411
Si 0.0414 0.062 -0.0039
Si 0.0215 0.0641 0.0291
Si 0.0292 -0.048 -0.0339
Si -0.085 0.2437 -0.2698
Si 0.2874 0.2126 0.4434
Si -0.0197 0.127 -0.7117
Si -0.0666 -0.0918 0.7117
Si -0.2528 -0.142 0.2795
Si -0.0962 0.1084 -0.3168
Si 0.2608 0.0977 0.4425
Si -0.0859 0.0409 -0.4964
Si 0.008 0.006 -0.0053
Si -0.004 -0.0019 -0.0026
Si -0.0041 -0.0032 -0.0051
Si 0.0022 0.0042 -0.0022
Si -0.0023 -0.0001 -0.005
Si 0.0005 0.005 -0.0024
Si -0.0002 0.0048 -0.0002
Si 0.0014 -0.0097 -0.0105
Si -0.0141 -0.0069 0.006
Si 0.0026 0.0011 0.0011
Si -0.0009 -0.0093 0.0005
Si -0.0045 0.0095 0.0113
Si 0.0007 -0.0028 -0.002
Si -0.0039 0.0101 0.0089
Si -0.0047 0.0115 0.0117
Si 0.0012 -0.0052 -0.0038
Si 0.0005 -0.0014 -0.0165
Si -0.0072 0.0114 0.0035
Si 0.0062 -0.0029 -0.0039
Si 0.0005 -0.0061 -0.0097
Si 0.0066 -0.0002 -0.0013
Si 0.0019 -0.0036 -0.0208
Si 0.0177 -0.0072 -0.025
Si -0.0072 -0.0025 0.0015
O 0.0039 -0.0002 0.0108
O 0.0007 0.0014 -0.0034
O 0.0004 0.0102 0.0004
O -0.0068 0.002 0.0146
O 0.0013 -0.0027 0.0136
O -0.0023 0.0023 0.0021
O -0.0003 0.0032 -0.0091
O -0.0026 -0.0001 0.0035
O -0.0077 -0.0002 -0.0131
O 0.0028 -0.0049 -0.0028
O -0.0034 0.0305 -0.0413
O 0.0023 0.0003 0.0001
O -0.0024 -0.0013 0.0027
O -0.0014 -0.0095 -0.0111
O 0.0408 0.0267 -0.0706
O -0.0121 0.0013 -0.01
Si 0.0008 -0.0012 0.0035
Si -0.0026 -0.0021 -0.0022
Si -0.0013 0.0043 -0.0047
Si 0.0003 -0.001 -0.0044
Si 0.0007 -0.0048 -0.0004
Si -0.0024 0.0019 -0.0055
Si 0.0007 0.0003 -0.0005
Si 0.007 0.0078 -0.0107
Si -0.0005 0.0003 -0.0034
Si 0.0007 -0.0032 0.0001
Si 0.0023 0.0033 -0.0017
Si -0.0047 -0.0001 -0.0002
Si -0.0075 -0.0002 0.0095
Si -0.0014 0.0008 -0.0006
Si 0.048 0.0095 0.0528
Si -0.0027 -0.0046 -0.005
Si -0.0024 -0.0017 0.0037
Si -0.0026 -0.0008 0.0126
Si 0.002 0.0017 -0.002
Si 0.0082 -0.0093 0.0118
Si -0.0024 -0.0008 0.0017
Si 0.0001 0.0039 -0.0034
Si -0.0072 0.0062 0.0051
Si -0.0279 0.0267 0.0358
Si -0.0018 0.0024 -0.0017
Si -0.0076 -0.0038 -0.0014
Si 0.0013 0.001 0.0009
Si 0 0.0004 -0.0067
Si -0.0026 -0.0042 -0.0031
Si 0.0015 0.0024 0
Si -0.0017 0.0034 0.0004
Si -0.0025 0.0005 0.0019
Si 0.0014 0.0026 0.0043
Si 0.0022 -0.0144 0.0194
Si 0.0024 0.0003 0.0034
Si -0.0016 -0.0029 -0.0014
Si -0.0003 -0.0009 -0.0003
O 0.0017 -0.0003 -0.0005
O -0.0007 -0.0001 0.0022
O -0.0045 0.0007 0.0007
O 0.0068 0.0054 -0.0003
O 0.0206 0.0047 0.014
O -0.0335 0.0184 -0.0045
O -0.0002 0.0002 0.0007
O 0.0034 0.0013 -0.0031
O -0.0022 0.0011 0
O 0.0019 -0.0008 0.0002
O -0.005 -0.0032 0.0007
O -0.0041 0.0023 -0.0031
O -0.0034 0.0009 0.0006
O -0.001 -0.0021 0.0001
O 0.0017 -0.0006 0.0008
O 0.0021 0.0003 0.0016
O 0.0018 0.002 -0.0034
O 0.0025 -0.0016 0.0003
O 0.0001 0.0099 0.0068
O -0.0013 -0.0011 -0.0004
O 0.0004 -0.0014 0.0008
O 0.0004 0.0006 -0.0029
O 0.0014 -0.0075 -0.0046
O -0.0038 0.0045 0.0027
O -0.0001 -0.0003 0.001
O -0.0013 0.0014 -0.0008
O 0.0031 -0.0043 0.0148
O 0.0162 0.0054 -0.0012
O -0.0013 0.0027 -0.0012
O 0.0006 0.0018 -0.0021
O 0.0032 0.0007 0.0006
O -0.0011 -0.002 0.0017
O -0.005 -0.0152 -0.0023
O 0.0005 -0.0008 0.0017
O 0 0.0016 -0.0045
O -0.0273 -0.0069 0.0092
O 0.0042 -0.0051 -0.0119
O -0.0007 0.0023 -0.0033
O -0.0025 -0.0014 -0.0019
O 0.0008 0.001 -0.0019
O 0.0001 0.0005 -0.0007
O 0.0012 0.0005 0.0006
O 0.001 0.0003 0.0012
O 0.0005 0.0003 -0.0008
O -0.001 0.0013 0.0006
O 0.0005 0.0033 -0.0031
O 0.0022 -0.0005 -0.0001
O 0.0008 -0.0003 0.0014
O -0.0015 -0.0018 0.0086
O -0.0151 -0.0701 0.0021
O 0 -0.0002 -0.0004
O 0 -0.0011 -0.0022
O -0.0002 -0.0011 0.004
O -0.0031 -0.0014 -0.0017
O -0.0004 -0.0028 0.0005
O -0.0014 -0.0013 0.0019
O 0.0019 -0.0086 0.002
O -0.0038 -0.0017 0.0012
O 0.0007 -0.0042 -0.0018
O 0.0013 0.002 0.0041
O 0.0021 -0.0027 -0.003
O -0.0015 0.003 -0.0005
O 0.0004 -0.002 0.0011
O 0.0016 -0.0024 0.0039
O 0.002 0.0005 -0.0028
O 0.009 -0.0076 -0.0019

The program warned: the cutoff lies below the one the program advises for these potential files; the forces do not sum to zero within the program's tolerance; the exchange-correlation potential is rough where the density is thin.
